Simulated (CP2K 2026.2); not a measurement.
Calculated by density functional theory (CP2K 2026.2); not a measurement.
Periodic cell of 534 atoms, Si358O176, from a study of silicon, its oxide and their interface. The atomic structure is a simulated model.
Doubt: the forces sum to 2.58 eV/angstrom along one axis rather than to zero, so they err by at least 0.0048 eV/angstrom per atom on average; the grid cutoff is modest.

Settings: functional PBE; method Gaussian and plane waves; basis set DZVP-MOLOPT-SR-GTH; pseudopotentials GTH-PBE; grid cutoff 350 Ry, relative cutoff 50 Ry; k points Gamma only; occupations fixed; spin none; net charge 0.

Cell vectors (angstrom)
a	16.32	0	0
b	0	16.32	0
c	0.3774	-0.4811	34.8825

Atoms and the computed forces on them: element, x, y, z (angstrom), force x, y, z (eV/angstrom)
Si	0.405	15.82	34.881	0.138	-0.003	0.708
Si	3.156	2.547	34.731	0.006	-0.301	0.695
Si	0.539	4.275	34.679	-0.235	-0.327	0.633
Si	2.986	8.108	34.818	0.37	-0.423	0.146
Si	0.296	10.627	0.198	-0.014	-0.076	0.429
Si	3.555	12.504	34.562	-0.07	0.163	0.572
Si	5.996	15.55	34.594	-0.298	0.189	0.623
Si	8.114	2.6	34.707	0.237	-0.312	0.71
Si	5.583	5.422	0.17	-0.162	0.08	0.601
Si	8.002	7.984	34.605	0.251	0	0.609
Si	5.49	10.834	0.099	-0.068	0.019	0.369
Si	8.361	13.401	34.662	0.212	-0.376	0.72
Si	11.449	15.279	34.777	-0.034	0.285	0.634
Si	14.434	1.618	34.784	-0.18	0.161	0.79
Si	11.085	4.716	34.65	0.166	0.082	0.712
Si	14.069	7.573	34.841	0.152	-0.264	0.689
Si	11.781	9.772	34.712	-0.132	0.288	0.727
Si	14.889	12.42	34.704	-0.204	0.043	0.662
Si	1.636	1.277	1.107	0.004	0.041	0.019
Si	4.125	4.106	1.396	-0.017	-0.023	0.076
Si	1.586	6.985	1.342	0.461	0.208	0.381
Si	4.141	9.519	1.434	0.039	-0.021	-0.035
Si	1.655	12.107	1.32	0.048	0.057	0.027
Si	4.16	14.735	1.027	-0.012	-0.003	0.032
Si	6.751	1.319	1.044	0.04	-0.037	0.082
Si	9.422	3.974	1.232	0.027	-0.063	0.062
Si	6.866	6.9	1.352	0.051	0.034	0.084
Si	9.556	9.321	0.975	-0.029	-0.021	0.105
Si	6.986	12.217	1.157	0.078	0.115	0.013
Si	9.54	14.789	1.282	-0.04	-0.037	0.04
Si	12.331	1.058	1.081	-0.052	0.005	0.048
Si	15.074	3.708	1.284	0.017	-0.009	-0.019
Si	12.302	6.492	1.062	-0.046	-0.04	0.015
Si	15.135	9.267	1.369	-0.076	0.005	0.021
Si	12.551	11.992	1.01	-0.063	0.044	0.043
Si	15.216	14.683	1.253	-0.066	0	0.052
Si	0.23	2.5	2.607	0.027	-0.009	-0.016
Si	2.876	16.136	2.47	-0.015	-0.006	-0.106
Si	0.151	8.057	2.803	0.046	-0.005	-0.036
Si	2.786	5.454	2.694	-0.022	0.068	-0.051
Si	0.254	13.449	2.655	0.005	-0.012	-0.061
Si	2.865	10.831	2.817	-0.001	-0.029	-0.018
Si	5.491	2.607	2.576	0	0.012	-0.065
Si	8.192	-0.019	2.483	-0.041	0.013	-0.069
Si	5.476	8.107	2.733	-0.04	-0.02	-0.058
Si	8.211	5.41	2.626	0.019	0.023	-0.09
Si	5.57	13.525	2.52	-0.034	-0.045	-0.045
Si	8.341	10.76	2.452	-0.014	-0.007	-0.086
Si	10.957	2.545	2.414	0.016	-0.015	-0.056
Si	13.71	16.048	2.509	0.027	0.064	-0.038
Si	10.925	7.929	2.42	0.024	0	-0.093
Si	13.703	5.216	2.493	0.024	0.024	-0.087
Si	11.066	13.352	2.424	0.034	-0.073	-0.064
Si	13.734	10.697	2.585	0.057	0.017	-0.048
Si	1.459	3.974	3.97	-0.018	-0.029	0.088
Si	4.187	1.187	3.904	-0.016	-0.007	0.12
Si	1.48	9.449	4.116	0.022	-0.024	0.107
Si	4.175	6.714	4.08	-0.052	0.01	0.142
Si	1.548	14.862	3.965	0.072	0.005	0.138
Si	4.29	12.199	4.023	0.01	0.061	0.098
Si	6.869	3.975	3.927	-0.022	0.008	0.13
Si	9.619	1.247	3.858	0.01	0.025	0.14
Si	6.952	9.476	3.923	0.048	0.028	0.091
Si	9.652	6.673	3.947	0.002	0.017	0.15
Si	6.904	14.896	3.882	0.038	0.016	0.109
Si	9.698	12.064	3.855	0.019	0.053	0.145
Si	12.33	3.88	3.845	-0.019	-0.024	0.115
Si	15.101	1.129	3.876	0.009	-0.028	0.082
Si	12.302	9.317	3.841	-0.055	-0.019	0.094
Si	15.046	6.585	3.935	-0.049	-0.04	0.083
Si	12.332	14.748	3.873	-0.002	-0.026	0.123
Si	15.114	12.078	3.934	-0.035	-0.025	0.092
Si	16.432	-0.136	10.744	0.011	0.011	-0.017
Si	2.845	2.587	10.762	0.006	-0.009	-0.005
Si	16.435	5.3	10.761	0	0.002	-0.007
Si	2.834	8.029	10.734	-0.016	-0.009	-0.003
Si	16.435	10.741	10.742	-0.01	-0.004	-0.007
Si	2.834	13.48	10.732	0.006	0.013	-0.016
Si	5.562	-0.128	10.752	-0.013	0	-0.013
Si	8.292	2.587	10.697	-0.017	0.008	-0.027
Si	5.57	5.31	10.734	0.002	-0.011	-0.011
Si	8.291	8.027	10.723	-0.002	0.004	-0.024
Si	5.569	10.756	10.738	-0.011	-0.002	-0.018
Si	8.294	13.47	10.745	0.007	0.002	-0.022
Si	11.003	16.168	10.718	-0.007	-0.002	-0.025
Si	13.718	2.574	10.718	0.005	0.006	-0.033
Si	11.006	5.29	10.725	-0.002	-0.002	-0.023
Si	13.72	8.018	10.747	0.008	-0.016	-0.017
Si	11.007	10.742	10.758	0	0.006	-0.013
Si	13.711	13.444	10.725	0.008	-0.019	-0.02
Si	1.481	1.212	12.112	-0.017	0.001	0.004
Si	4.219	3.955	12.109	0.005	0.017	-0.007
Si	1.471	6.685	12.113	0.01	-0.004	-0.01
Si	4.207	9.388	12.087	0.003	0.011	-0.004
Si	1.477	12.111	12.088	0.001	0.01	-0.008
Si	4.178	14.834	12.102	-0.007	-0.013	0.004
Si	6.941	1.246	12.077	0.024	0.011	-0.011
Si	9.639	3.934	12.077	-0.002	-0.02	0.012
Si	6.932	6.677	12.09	0.009	0.013	0.003
Si	9.635	9.373	12.098	-0.014	-0.02	0.01
Si	6.917	12.118	12.103	-0.006	-0.005	0.014
Si	9.664	14.811	12.109	-0.007	0.007	0.014
Si	12.357	1.22	12.073	0.015	-0.008	0.012
Si	15.076	3.915	12.102	-0.011	-0.007	0.01
Si	12.371	6.641	12.093	-0.001	0.011	0.01
Si	15.079	9.385	12.115	0.005	0.001	-0.008
Si	12.375	12.095	12.126	0	-0.001	0.006
Si	15.074	14.8	12.081	-0.01	0.002	0.005
Si	16.439	2.559	13.471	-0.002	-0.014	-0.019
Si	2.821	-0.149	13.495	0.007	-0.001	-0.021
Si	16.423	8.034	13.496	0.008	-0.007	-0.001
Si	2.859	5.335	13.451	0.005	-0.008	-0.009
Si	16.434	13.458	13.46	-0.008	-0.009	-0.021
Si	2.841	10.749	13.436	0.013	-0.02	-0.034
Si	5.594	2.591	13.463	-0.005	-0.006	-0.008
Si	8.299	-0.117	13.427	-0.013	0.022	-0.031
Si	5.58	8.044	13.454	-0.006	-0.008	-0.03
Si	8.295	5.306	13.437	-0.012	-0.003	-0.032
Si	5.527	13.471	13.453	-0.014	0.01	-0.028
Si	8.265	10.734	13.451	0.008	-0.015	-0.033
Si	10.995	2.575	13.439	-0.003	0.02	-0.04
Si	13.708	-0.157	13.417	-0.011	0.021	-0.052
Si	11.011	8.007	13.439	-0.008	-0.008	-0.031
Si	13.718	5.27	13.462	0.003	-0.005	-0.025
Si	11.012	13.447	13.497	0.011	0.016	-0.017
Si	13.738	10.741	13.503	0.02	0.019	-0.013
Si	1.498	3.957	14.779	0.006	0.012	0.005
Si	4.225	1.221	14.807	0.018	0.023	-0.003
Si	1.485	9.427	14.825	-0.012	0.017	0.034
Si	4.225	6.7	14.817	0	0.011	0.029
Si	1.453	14.79	14.861	0.006	0.016	0.04
Si	4.181	12.091	14.823	-0.006	0.019	0.033
Si	6.955	3.965	14.825	0.007	-0.001	0.038
Si	9.664	1.209	14.816	-0.01	-0.027	0.031
Si	6.918	9.397	14.85	-0.029	0.012	0.062
Si	9.679	6.633	14.803	0.012	0.019	0.032
Si	6.891	14.876	14.752	-0.003	0.016	0.009
Si	9.631	12.054	14.822	-0.003	0.012	0.043
Si	12.34	3.92	14.821	-0.016	-0.029	0.035
Si	15.072	1.152	14.797	0.008	-0.01	0.02
Si	12.349	9.357	14.819	-0.006	-0.039	0.024
Si	15.058	6.634	14.835	-0.011	-0.002	0.037
Si	12.372	14.851	14.835	0.016	-0.011	0.032
Si	15.098	12.127	14.87	-0.018	-0.029	0.036
Si	16.389	-0.192	16.229	-0.041	-0.019	-0.024
Si	2.884	2.622	16.121	0.023	-0.001	-0.06
Si	16.471	5.289	16.163	0.033	-0.013	-0.03
Si	2.873	8.088	16.163	0.022	-0.02	-0.072
Si	16.475	10.777	16.239	0.045	0.052	-0.046
Si	2.807	13.405	16.215	-0.009	-0.03	-0.038
Si	5.573	-0.124	16.196	-0.024	-0.012	-0.029
Si	8.342	2.598	16.164	-0.022	0.038	-0.109
Si	5.593	5.344	16.175	0.002	0	-0.057
Si	8.346	8.018	16.134	0.014	-0.007	-0.089
Si	5.535	10.768	16.221	0.034	-0.039	-0.069
Si	8.222	13.484	16.045	-0.007	0.001	-0.131
Si	10.997	-0.146	16.223	0.011	0.041	-0.055
Si	13.675	2.482	16.113	-0.047	-0.014	-0.07
Si	10.998	5.277	16.225	0.024	-0.009	-0.056
Si	13.631	7.942	16.195	-0.032	-0.042	-0.052
Si	11.002	10.695	16.208	-0.043	0.001	-0.035
Si	13.742	13.53	16.214	0.044	0.067	-0.069
Si	1.5	1.241	17.404	0.013	0.024	0.048
Si	4.209	3.996	17.517	-0.024	-0.02	0.038
Si	1.53	6.712	17.485	-0.002	0.004	0.036
Si	4.176	9.426	17.625	-0.009	0.008	0.049
Si	1.495	12.11	17.733	0.024	-0.011	0.028
Si	4.204	14.763	17.511	0.024	0.024	0.03
Si	6.955	1.3	17.506	-0.011	0.005	0.021
Si	9.714	3.869	17.612	-0.002	-0.018	0.062
Si	7.029	6.677	17.503	0.035	0.015	0.039
Si	9.669	9.291	17.602	0.015	-0.038	0.065
Si	6.911	12.216	17.487	-0.033	0.034	0.023
Si	9.543	14.759	17.447	0.005	-0.005	0.046
Si	12.37	1.205	17.616	0.024	-0.003	0.03
Si	15.053	3.841	17.384	0.045	-0.033	0.061
Si	12.287	6.606	17.684	-0.026	0.068	0.068
Si	15.025	9.348	17.413	0.001	-0.009	0.017
Si	12.315	12.183	17.479	-0.021	0.018	0.036
Si	15.07	14.798	17.736	-0.049	-0.006	0.026
Si	16.514	2.623	18.737	0.126	0.281	-0.444
Si	2.897	-0.056	18.732	0.205	0.211	-0.545
Si	16.389	8.033	18.768	0.005	-0.013	-0.049
Si	2.95	5.447	18.888	0.021	0.007	0.003
Si	16.364	13.38	19.159	0.031	-0.002	0.072
Si	2.849	10.736	19.156	-0.037	-0.05	-0.03
Si	5.636	2.712	18.875	0.028	0.062	-0.042
Si	8.289	-0.128	18.791	0.012	0.002	-0.045
Si	5.754	8.139	18.816	0.08	0.069	-0.048
Si	8.299	5.22	18.887	-0.051	0.022	0.023
Si	5.535	13.442	18.983	0.025	0.002	-0.039
Si	8.331	10.866	18.729	0.054	0	-0.073
Si	11.122	2.612	19.064	0.036	0.039	-0.007
Si	13.581	-0.238	19.066	-0.006	0.026	0.059
Si	10.883	7.899	19.19	-0.029	-0.062	-0.057
Si	13.779	5.147	18.812	-0.065	-0.018	-0.05
Si	10.797	13.374	18.861	-0.045	-0.081	-0.095
Si	13.68	10.754	18.689	0.019	0.02	-0.045
Si	1.248	4.28	19.978	0.234	0.058	-0.763
Si	4.439	1.095	19.965	-0.056	0.284	-0.68
Si	1.126	9.465	20.265	0.273	0.05	-0.61
Si	4.641	6.616	20.098	-0.19	-0.021	-0.679
Si	1.214	14.572	20.854	-0.431	-0.374	-0.533
Si	4.478	11.919	20.506	-0.41	0.373	0.043
Si	6.721	4.222	20.317	0.194	-0.274	-0.617
Si	9.891	0.931	20.135	-0.035	0.098	-0.758
Si	6.816	9.844	20.084	-0.101	-0.207	-0.609
Si	9.371	6.437	20.536	0.186	0.238	-0.776
Si	6.66	15.159	20.121	0.208	-0.326	-0.657
Si	9.858	11.718	20.311	-0.118	0.209	-0.626
Si	12.797	3.75	20.431	-0.22	-0.016	-0.702
Si	14.589	1.157	20.708	-0.159	-0.737	0.028
Si	12.216	9.636	20.065	-0.1	-0.273	-0.6
Si	15.32	6.369	20.014	-0.033	0.175	-0.688
Si	11.879	14.881	20.185	0.275	0.094	-0.585
Si	15.169	11.662	20.26	0.011	0.241	-0.653
Si	15.286	16.006	22.479	-0.183	0.592	-0.543
Si	2.944	2.789	22.009	0.091	0.041	-0.113
Si	15.6	8.224	24.558	-0.151	-0.114	0.003
Si	2.827	7.782	22.299	-0.109	0.042	-0.186
Si	3.247	10.28	24.106	-0.064	0.049	-0.082
Si	3.284	12.764	22.518	0.577	-0.105	-0.55
Si	8.009	2.225	22.372	-0.033	0.221	-0.134
Si	3.888	5.225	23.235	0.017	-0.029	-0.034
Si	8.878	11.671	23.328	0.088	-0.155	-0.291
Si	9.902	9.104	24.531	0.041	0.098	-0.194
Si	12.766	8.704	24.563	0.152	-0.01	0.029
Si	10.734	4.743	25.637	-0.011	0.054	-0.133
Si	11.168	4.768	22.616	0.068	0.104	0.037
Si	14.724	15.614	25.346	-0.01	0.046	-0.069
Si	13.995	8.174	22.136	0.024	-0.017	-0.2
Si	8.982	14.488	24.769	-0.104	0.083	-0.111
Si	13.477	13.359	22.322	0.034	-0.125	-0.246
Si	5.782	1.237	27.49	0.005	-0.043	0.14
Si	5.824	6.27	24.915	-0.014	0.128	-0.11
Si	0.689	5.598	25.465	0.154	0.054	-0.168
Si	7.932	8.311	22.339	-0.083	-0.036	-0.053
Si	4.572	14.815	24.678	-0.094	-0.165	-0.076
Si	2.402	3.245	24.779	0.03	-0.05	-0.04
Si	5.674	4.289	26.9	-0.165	0.07	0.078
Si	10.238	5.861	29.851	0.184	-0.01	0.061
Si	6.303	9.992	24.079	0.07	-0.08	-0.131
Si	12.875	11.82	25.002	-0.018	-0.028	-0.03
Si	7.488	8.452	26.153	-0.109	-0.02	-0.022
Si	10.409	2.346	24.049	-0.105	-0.011	-0.035
Si	11.485	-0.24	25.195	0.215	0.094	-0.049
Si	12.521	5.68	28.082	-0.14	-0.066	0.043
Si	0.318	8.77	28.73	-0.058	0.15	0.114
Si	1.026	10.388	26.117	0.032	-0.006	0.037
Si	15.471	12.732	26.185	-0.053	0.076	-0.079
Si	3.085	0.68	26.446	0.127	0.016	-0.113
Si	2.88	5.141	31.097	0.012	0.012	0.153
Si	4.589	-0.293	31.727	0.096	-0.048	0.273
Si	3.533	6.375	26.767	0.047	-0.134	0.022
Si	16.582	0.064	27.76	-0.06	-0.006	0.03
Si	6.381	14.232	29.911	0.155	-0.044	0.082
Si	6.901	11.382	30.371	0.009	0.008	0.154
Si	8.38	1.703	29.012	-0.001	-0.059	-0.019
Si	6.965	15.857	22.933	0.083	-0.108	-0.169
Si	11.974	3.517	29.952	-0.014	0.111	0.123
Si	6.697	14.895	26.749	-0.113	-0.107	0.006
Si	10.9	10.221	29.191	0.07	-0.176	-0.061
Si	10.526	15.805	27.982	-0.15	-0.069	0.117
Si	16.253	14.902	30.314	0.051	0.081	0.176
Si	15.485	6.003	27.884	-0.034	0.019	0.239
Si	12.263	0.795	29.818	0.152	0.029	0.111
Si	11.436	12.856	27.625	0.134	-0.006	-0.018
Si	13.835	9.982	29.808	-0.057	-0.154	-0.068
Si	16.176	4.42	30.441	-0.012	-0.013	0.179
Si	4.685	2.672	31.892	-0.115	0.072	0.231
Si	3.111	7.768	29.392	0.007	-0.019	0.25
Si	4.258	6.909	33.178	-0.313	0.453	0.38
Si	15.421	1.381	30.086	0.086	0.056	0.133
Si	7.957	9.042	29.052	0.073	0.097	0.193
Si	8.52	4.527	27.737	0.061	-0.124	-0.108
Si	7.886	3.069	31.851	0.031	0.027	0.096
Si	5.679	8.746	30.935	0.023	-0.101	0.082
Si	9.114	5.993	32.493	-0.091	-0.093	0.257
Si	11.2	15.33	31.869	-0.12	-0.107	0.148
Si	8.773	13.449	31.57	-0.023	0.017	0.153
Si	12.958	3.407	32.854	-0.036	-0.074	0.237
Si	2.014	14.366	32.515	0.137	-0.219	0.142
Si	11.989	10.663	31.907	0.15	-0.12	0.079
Si	14.94	5.587	32.768	0.101	0.115	0.222
Si	14.3	12.995	28.98	-0.008	0.071	-0.015
Si	13.033	13.484	32.919	0.136	0.048	0.196
O	3.131	15.427	32.048	-0.038	0.379	-0.15
O	1.105	15.039	33.653	0.155	-0.288	-0.082
O	4.105	2.441	33.404	0.191	-0.336	-0.155
O	4.463	1.229	31.189	-0.098	0.008	-0.503
O	16.052	4.564	33.321	0.215	-0.348	-0.568
O	1.864	3.437	34.272	0.053	0.018	-0.382
O	3.101	6.022	32.445	-0.63	-0.126	0.157
O	0.555	6.226	0.317	-0.292	0.158	-0.023
O	15.979	11.233	34.307	0.056	0.096	-0.458
O	1.775	9.16	34.282	0.033	-0.173	-0.507
O	9.608	9.191	29.053	0.041	-0.133	-0.241
O	2.786	13.068	33.194	-0.084	-0.225	-0.284
O	7.206	14.496	34.323	-0.056	-0.001	-0.115
O	5.459	-0.321	33.111	0.066	0.343	-0.047
O	8.489	2.269	33.147	0.589	-0.513	-0.404
O	8.454	2.275	30.544	0.375	-0.008	-0.037
O	5.246	5.793	33.849	-0.04	0.058	-0.254
O	6.262	3.022	31.854	0.053	0.321	-0.246
O	8.207	7.143	33.206	-0.364	-0.038	-0.312
O	6.893	9.194	34.277	0.188	0.174	-0.321
O	4.734	11.362	34.193	-0.122	-0.188	-0.421
O	6.015	10.327	31.275	-0.098	0.317	0.522
O	10.173	14.237	31.21	0.229	-0.027	-0.311
O	8.929	13.127	33.161	0.498	-0.087	-0.346
O	10.725	15.721	33.374	-0.425	0.191	-0.011
O	12.405	13.995	34.343	0.24	-0.44	0.457
O	15.564	0.522	34.334	0.11	0.057	-0.236
O	13.965	2.272	33.367	0.117	-0.298	-0.369
O	10.262	5.655	33.597	-0.023	0.334	-0.234
O	11.642	3.424	33.781	-0.151	-0.37	-0.124
O	14.877	7.019	33.508	0.528	0.287	-0.58
O	12.969	8.686	34.397	-0.115	0.189	-0.395
O	10.899	10.706	30.731	-0.677	0.276	0.057
O	11.25	10.047	33.195	-0.633	0.028	-0.151
O	12.799	13.26	28.421	-0.039	0.468	0.198
O	14.573	13.144	33.252	0.225	0.114	-0.714
O	1.665	3.314	21.209	-0.245	-0.331	0.146
O	16.489	5.364	20.572	-0.06	-0.039	0.493
O	3.702	1.561	21.339	0.136	-0.083	0.569
O	3.562	15.946	25.287	-0.069	0.217	-0.163
O	2.099	13.562	21.758	-0.072	-0.243	0.115
O	1.593	8.439	21.473	-0.19	0.009	0.008
O	4.082	7.599	21.287	0.039	0.516	-0.041
O	2.666	6.273	22.913	-0.549	-0.198	0.265
O	2.192	15.519	20.008	-0.028	0.259	0.06
O	0.405	15.522	21.897	0.228	-0.009	0.056
O	7.932	9.492	21.238	0.594	0.204	0.07
O	2.594	11.412	23.14	-0.476	-0.192	-0.153
O	5.692	5.465	20.629	-0.102	0.086	0.331
O	7.339	3.561	21.705	0.137	0.043	0.444
O	10.57	14.799	24.814	0.17	-0.529	-0.072
O	9.101	1.618	21.36	-0.08	0.104	0.184
O	6.473	9.6	25.642	-0.181	0.165	0.359
O	6.632	14.571	28.343	-0.039	-0.025	-0.052
O	10.12	5.503	21.636	-0.213	-0.389	0.116
O	8.079	6.993	21.414	-0.632	-0.111	0.179
O	7.2	14.885	21.641	0.368	-0.267	0.151
O	5.459	-0.092	20.399	0.064	-0.169	0.36
O	9.206	12.039	21.777	-0.194	0.184	0.303
O	11.096	10.687	20.654	0.141	-0.055	0.565
O	12.532	4.758	21.718	0.513	0.441	0.175
O	13.079	15.725	25.309	0.004	-0.22	-0.193
O	13.675	2.484	21.01	-0.21	0.179	0.476
O	15.944	1.645	19.946	0.325	0.02	0.316
O	12.794	7.851	23.171	-0.423	-0.486	0.154
O	13.359	9.309	21.193	0.223	0.307	0.107
O	14.477	6.91	21.294	-0.086	-0.105	0.152
O	14.13	8.21	25.33	-0.052	-0.01	0.544
O	12.228	13.887	21.442	-0.506	-0.055	0.354
O	10.884	-0.24	20.731	-0.049	0.021	0.504
O	16.301	10.555	20.758	-0.134	0.071	0.315
O	14.356	12.223	21.569	-0.157	-0.305	0.202
O	4.234	0.709	27.621	-0.27	0	0.689
O	15.321	0.107	24.058	0.018	0.297	0.438
O	5.296	6.029	23.393	0.19	0.304	-0.51
O	5.595	2.694	26.844	-0.251	-0.057	-0.173
O	16.427	6.816	24.529	-0.048	-0.237	-0.583
O	13.927	6.437	27.969	-0.157	0.334	0.16
O	8.256	15.612	23.864	0.261	0.407	0.223
O	2.399	2.33	23.449	-0.467	-0.76	0.199
O	2.57	10.343	25.582	0.285	0.16	0.252
O	3.092	8.785	23.523	-0.117	-0.281	0.557
O	3.826	13.658	23.79	0.03	0.1	0.536
O	5.579	15.516	23.644	-0.099	0.072	-0.19
O	9.275	4.965	26.347	-0.16	0.482	-0.289
O	12.876	4.317	28.891	0.59	-0.262	-0.294
O	7.149	7.1	25.319	0.44	-0.16	-0.308
O	3.96	4.063	22.109	0.479	0.034	-0.304
O	6.565	8.623	23.188	-0.556	-0.548	0.122
O	9.241	8.29	23.287	0.483	-0.566	-0.084
O	7.391	11.054	23.545	-0.198	0.427	-0.07
O	8.875	13.029	24.149	-0.252	-0.108	0.289
O	6.865	1.111	22.566	-0.446	0.314	0.277
O	8.96	8.984	25.816	0.099	0.312	0.39
O	11.164	0.92	24.103	0.035	-0.047	-0.473
O	10.824	3.139	25.4	0.067	-0.413	0.24
O	11.004	5.38	24.134	-0.108	0.381	0.206
O	11.87	5.324	26.639	0.084	0.152	-0.234
O	13.844	1.048	29.916	-0.128	-0.371	-0.137
O	10.957	3.17	22.766	0.112	-0.322	-0.455
O	15.249	8.675	23.031	0.419	0.516	-0.216
O	0.774	9.909	27.653	0.251	0.207	0.114
O	14.287	11.73	25.774	0.178	-0.606	0.255
O	11.267	8.435	25.1	-0.226	-0.516	0.587
O	14.366	14.678	22.498	-0.197	-0.212	0.156
O	12.918	12.808	23.723	-0.236	0.251	0.128
O	1.027	4.12	24.853	-0.401	-0.218	-0.155
O	2.048	6.073	26.21	0.029	0.282	0.213
O	6.096	4.77	25.425	0.312	-0.518	-0.353
O	4.297	5.041	27.363	-0.248	-0.081	0.639
O	15.999	4.87	28.911	0.194	-0.274	-0.329
O	1.389	4.557	30.931	-0.014	-0.124	0.229
O	4.83	10.615	24.012	0.189	0.558	-0.214
O	5.66	10.775	20.8	-0.067	-0.062	0.348
O	5.476	14.196	25.904	-0.229	-0.756	0.159
O	5.977	12.658	30.003	-0.585	-0.03	-0.192
O	1.658	0.187	26.987	-0.022	-0.104	-0.174
O	6.529	0.18	26.513	0.188	0.174	-0.478
O	2.799	2.217	25.953	0.123	0.164	0.425
O	6.784	1.36	28.772	-0.334	0.154	0.488
O	9.015	5.578	28.862	-0.524	0.179	0.069
O	11.907	15.914	28.825	0.31	-0.385	-0.086
O	0.536	11.931	25.94	0.367	0.372	-0.222
O	10.704	11.545	28.265	-0.599	-0.047	-0.244
O	12.45	9.647	28.934	0.151	-0.505	-0.261
O	7.458	8.243	27.738	-0.389	-0.493	0.063
O	12.739	10.318	24.413	0.148	-0.005	-0.223
O	8.789	2.394	23.8	-0.469	0.034	0.599
O	10.447	14.17	27.736	-0.556	-0.256	-0.09
O	15.277	14.078	25.299	0.178	0.002	-0.429
O	10.846	0.254	26.596	-0.364	0.334	0.038
O	15.775	5.33	26.46	-0.553	-0.414	-0.266
O	15.346	-0.109	26.714	-0.374	0.177	0.012
O	16.338	7.369	27.985	0.348	-0.209	-0.22
O	11.551	2.137	29.255	-0.501	0.061	-0.519
O	1.653	8.49	29.657	0.051	0.394	0.367
O	16.516	9.375	25.181	-0.054	-0.059	0.025
O	14.268	11.52	29.611	0.171	-0.013	0.302
O	11.798	12.399	26.086	-0.391	-0.015	-0.233
O	5.222	15.159	30.524	-0.161	-0.127	-0.353
O	0.489	15.166	28.809	0.282	-0.503	-0.457
O	3.547	4.396	24.595	0.386	0.279	0.406
O	15.69	2.874	30.684	0.12	0.056	0.414
O	3.893	3.869	31.129	0.258	0.004	-0.341
O	16.18	1.364	28.647	0.243	0.619	-0.311
O	3.351	7.586	27.812	0.181	0.638	-0.247
O	15.257	5.555	31.192	-0.188	0.343	-0.395
O	4.548	6.964	25.648	-0.314	0.421	-0.263
O	3.149	6.234	29.938	-0.051	-0.288	-0.489
O	15.978	0.084	30.933	0.013	0.043	0.774
O	7.114	8.275	30.254	0.403	-0.711	0.184
O	7.368	10.561	29.051	0.009	0.336	-0.744
O	4.359	8.642	29.971	-0.148	0.374	-0.134
O	8.331	4.647	31.995	-0.082	0.228	-0.022
O	6.92	4.727	27.827	0.07	0.112	0.332
O	11.439	0.431	31.163	-0.119	0.36	0.088
O	7.024	3.817	34.508	-0.117	0.097	-0.099
O	8.834	2.952	28.053	0.201	-0.196	-0.163
O	10.723	4.411	30.389	-0.474	-0.133	0.296
O	8.156	14.477	26.177	0.36	-0.091	0.301
O	9.965	10.641	23.985	0.249	0.064	0.047
O	7.663	14.45	30.907	-0.105	0.514	-0.08
O	8.284	11.986	31.014	0.378	-0.39	0.185
O	11.464	6.518	29.004	-0.002	0.547	0.14
O	9.28	0.339	28.683	-0.118	-0.07	0.173
O	1.012	14.103	31.25	0.013	-0.41	-0.441
O	14.885	14.024	30.103	-0.532	0.105	0.118
O	9.784	6.675	31.167	0.032	0.675	-0.245
O	15.22	9.157	29.487	-0.11	-0.165	0.083
O	12.752	3.13	31.299	0.161	-0.121	-0.098
O	13.5	4.917	33.031	-0.287	0.25	0.295
O	15.339	13.069	27.749	0.464	-0.07	0.03
O	12.695	14.671	31.889	0.3	0.311	-0.292
O	13.312	9.858	31.362	0.445	-0.389	0.434
O	12.359	12.163	32.336	-0.347	-0.065	0.023
O	5.219	7.827	32.206	0.165	-0.017	-0.105
Si	0.127	16.165	5.306	-0.027	0.011	-0.08
Si	2.84	2.579	5.276	0.005	0.002	-0.094
Si	0.076	5.272	5.338	0.035	0.041	-0.054
Si	2.83	8.06	5.425	0.017	0.008	-0.075
Si	0.088	10.783	5.399	0.017	0.029	-0.062
Si	2.887	13.521	5.353	-0.011	-0.006	-0.085
Si	5.56	16.203	5.298	-0.021	-0.018	-0.086
Si	8.282	2.615	5.25	0.004	-0.028	-0.11
Si	5.547	5.303	5.349	0.009	0	-0.093
Si	8.288	8.062	5.278	-0.021	-0.023	-0.1
Si	5.625	10.8	5.342	-0.036	-0.027	-0.067
Si	8.309	13.482	5.19	-0.018	-0.047	-0.105
Si	10.975	16.159	5.209	0.003	-0.001	-0.096
Si	13.719	2.53	5.214	0.012	0.008	-0.096
Si	11.013	5.27	5.255	0.029	-0.005	-0.1
Si	13.676	7.987	5.247	0.03	0.012	-0.092
Si	11.003	10.698	5.253	-0.006	-0.002	-0.078
Si	13.722	13.441	5.264	0.011	0.007	-0.098
Si	1.472	1.237	6.653	0.008	0.001	0.079
Si	4.187	3.924	6.675	-0.006	-0.017	0.092
Si	1.445	6.649	6.698	-0.017	-0.01	0.075
Si	4.239	9.431	6.701	-0.002	-0.002	0.077
Si	1.494	12.148	6.693	0.006	0.003	0.077
Si	4.229	14.868	6.707	0.009	0.011	0.096
Si	6.934	1.247	6.63	0.007	0.018	0.098
Si	9.644	3.943	6.631	-0.002	-0.002	0.098
Si	6.935	6.687	6.651	0.001	0.004	0.089
Si	9.646	9.389	6.658	0.003	0.014	0.087
Si	6.984	12.162	6.658	0.027	0.02	0.074
Si	9.639	14.817	6.606	-0.001	0.015	0.084
Si	12.352	1.189	6.587	0.004	-0.002	0.077
Si	15.039	3.893	6.65	-0.015	-0.016	0.081
Si	12.353	6.637	6.639	-0.008	-0.005	0.089
Si	15.033	9.352	6.655	-0.025	-0.021	0.079
Si	12.362	12.071	6.618	0.006	-0.008	0.084
Si	15.075	14.799	6.643	0.003	-0.002	0.083
Si	0.11	2.577	8.023	0.002	0.002	-0.057
Si	2.838	-0.104	8.033	0.007	0.006	-0.054
Si	0.089	8.019	8.035	0.013	-0.012	-0.044
Si	2.828	5.289	8.035	-0.011	-0.007	-0.053
Si	0.112	13.477	8.039	-0.001	-0.01	-0.043
Si	2.851	10.773	8.041	0.002	0.006	-0.045
Si	5.57	2.582	8.019	-0.016	0.018	-0.067
Si	8.284	16.181	7.983	-0.006	-0.013	-0.074
Si	5.578	8.034	8.034	-0.004	0.008	-0.047
Si	8.295	5.314	7.997	-0.009	0.008	-0.064
Si	5.594	13.487	8.032	-0.012	-0.002	-0.055
Si	8.308	10.767	8.02	-0.005	-0.002	-0.065
Si	11.008	2.56	7.971	0.005	0.002	-0.072
Si	13.711	16.171	7.984	0.01	-0.002	-0.062
Si	11.002	8.012	8.005	0.005	-0.015	-0.06
Si	13.71	5.286	8.009	0.007	0.009	-0.065
Si	11.001	13.451	7.975	-0.012	-0.012	-0.067
Si	13.698	10.724	8.016	0.008	-0.006	-0.056
Si	1.469	3.936	9.399	-0.007	-0.003	0.033
Si	4.207	1.238	9.394	-0.002	0.003	0.037
Si	1.474	9.391	9.373	-0.003	0.006	0.006
Si	4.199	6.665	9.377	0.004	-0.01	0.014
Si	1.475	14.844	9.381	-0.019	0.002	0.026
Si	4.217	12.129	9.387	0.008	0.004	0.02
Si	6.929	3.96	9.358	0.012	0.001	0.035
Si	9.65	1.211	9.345	0.002	0.001	0.042
Si	6.938	9.404	9.376	0.006	0	0.032
Si	9.649	6.659	9.37	-0.002	0.001	0.045
Si	6.94	14.845	9.391	0.003	0.01	0.042
Si	9.663	12.112	9.386	0.009	0.006	0.038
Si	12.35	3.924	9.355	0.004	-0.003	0.048
Si	15.07	1.204	9.364	-0.008	-0.004	0.043
Si	12.349	9.371	9.387	0.004	-0.004	0.038
Si	15.068	6.645	9.389	-0.002	0.002	0.032
Si	12.359	14.807	9.349	0.006	0.001	0.037
Si	15.072	12.085	9.369	0.008	-0.007	0.024

Results
total energy: -115453.038 eV
total energy less fixed offsets of O -438.35, Si -107.03 eV per atom: 13.302 eV
